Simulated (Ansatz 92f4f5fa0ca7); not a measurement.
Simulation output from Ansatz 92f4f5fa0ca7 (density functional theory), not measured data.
Periodic cell of 322 atoms, Si176O146, from a study of silicon, its oxide and their interface. The atomic structure is a simulated model.

Settings
functional: PBE
potential files: Ansatz PAW
basis: plane waves
wave-function cutoff: 700 eV
density cutoff ratio: 5
exchange-correlation grid ratio: 2
k mesh: 2 x 2 x 1, shifted by 0.5 0.5 0.5 of a step
self-consistency stop: 5e-08 eV per atom in the density residual
occupations: Fermi-Dirac, 0.05 eV
spin: none
net charge: 0

Cell vectors (angstrom)
a	15.4691	0	0.007
b	0	15.4691	0.0196
c	-0.5987	-0.9426	22.1993

Atoms and the computed forces on them: element, x, y, z (angstrom), force x, y, z (eV/angstrom)
Si	-2.3749	-1.6772	14.8913	-0.0768	-0.2071	0.2916
Si	-2.7119	3.4076	14.7148	0.0768	-0.025	0.3563
Si	-2.6667	6.5945	14.694	-0.0014	0.0579	0.3056
Si	-2.6163	-4.098	14.9338	0.1368	0.1151	0.3268
Si	1.2906	-1.3417	14.6482	-0.0034	0.0711	0.4042
Si	1.3817	3.1708	14.7414	-0.0352	-0.0375	0.3455
Si	1.817	6.2848	14.3028	0.0916	-0.076	0.2478
Si	1.4044	10.9696	14.7954	-0.0195	0.0338	0.3957
Si	5.0717	-0.7426	14.6313	0.0475	-0.0721	0.3289
Si	5.0277	2.4589	14.6049	0.0506	0.0475	0.3308
Si	5.2389	7.0454	14.9003	0.0225	0.0249	0.3282
Si	5.2561	10.1896	14.8992	0.0248	-0.0074	0.4022
Si	8.7256	-0.5022	14.3813	-0.1834	0.0452	0.2557
Si	9.0349	2.6636	14.6508	-0.0878	0.0196	0.3552
Si	9.0983	7.1624	14.9676	-0.0229	-0.0739	0.3729
Si	7.2278	10.6309	16.081	-0.0346	-0.0235	-0.0089
Si	-0.5336	-1.0164	16.1062	-0.025	-0.0064	-0.0282
Si	-0.6708	2.9753	15.9265	-0.0024	0.0064	0.0397
Si	-0.7032	6.859	15.9499	-0.1451	-0.0173	0.1761
Si	-0.6173	10.6615	16.018	-0.0635	0.0096	-0.0344
Si	3.1942	-0.9944	15.9873	-0.0271	-0.0057	-0.0143
Si	3.2447	2.8832	16.1021	-0.0437	-0.0184	0.0017
Si	3.2974	6.6954	16.1005	-0.0173	-0.0159	-0.0054
Si	3.3037	10.6197	16.1512	0.0091	-0.0103	-0.0113
Si	7.0305	-0.937	15.9242	-0.0243	0.0291	-0.0238
Si	7.033	2.958	15.8684	0.0152	-0.0384	0.0158
Si	7.1599	6.8165	16.1912	0.0153	0.0198	0.0045
Si	9.253	10.2954	14.875	0.0121	0.0162	0.3462
Si	-4.2712	-1.0487	16.125	0.2096	0.0547	0.2163
Si	10.9105	2.9559	16.0835	-0.0071	-0.034	0.0549
Si	11.0223	6.8669	16.2255	0.0209	-0.0138	0.0091
Si	11.0765	10.6846	16.34	0.0259	-0.0127	-0.0009
Si	-0.0642	1.9626	-4.8739	0.0091	-0.003	-0.0325
Si	0.021	5.8274	-4.8337	-0.0302	-0.0155	-0.0162
Si	-0.0499	9.6642	-4.7877	0.0287	0.0186	-0.0225
Si	0.0228	-1.9911	-4.7181	-0.0602	-0.0031	-0.058
Si	3.7909	1.8752	-4.8104	0.0237	-0.0111	-0.0094
Si	3.9184	5.7365	-4.7118	-0.011	-0.009	-0.0004
Si	3.7893	9.5917	-4.7578	0.04	0.0087	0.0245
Si	3.9093	-1.9393	-4.7863	-0.0207	0.0083	-0.0086
Si	7.6708	1.9602	-4.9111	-0.0058	-0.0263	0.029
Si	7.6992	5.7469	-4.8022	0.0171	0.0079	-0.0084
Si	7.7705	9.6874	-4.6736	-0.0021	0.0141	0.031
Si	7.7817	-1.8965	-4.8795	0.007	0.0104	-0.0143
Si	11.6245	1.9171	-4.7905	-0.028	0.0028	-0.0419
Si	11.5661	5.8075	-4.7061	0.0257	0.0035	-0.0202
Si	11.6923	9.6825	-4.557	-0.0173	-0.0023	-0.019
Si	11.6071	-1.9163	-4.5644	-0.0281	0.0137	-0.0534
Si	-1.9308	1.9542	-3.3752	-0.0219	-0.0017	-0.0406
Si	-1.9083	5.7374	-3.3967	-0.0039	0.0027	-0.0336
Si	-1.8576	9.6079	-3.24	-0.0217	-0.0019	0.0431
Si	-1.888	-1.9177	-3.2953	0.0471	-0.0437	0.0827
Si	1.8541	1.8667	-3.4858	0.0204	0.0233	0.0082
Si	1.9421	5.7921	-3.404	-0.0388	0.025	-0.0027
Si	1.8808	9.64	-3.3988	0.0168	-0.0058	0.0171
Si	1.9684	-2.0382	-3.4238	0.0235	-0.0081	-0.0202
Si	5.77	2.0083	-3.5015	0.0062	0.0492	-0.0445
Si	5.8278	5.7376	-3.3338	-0.0446	-0.0087	0.0055
Si	5.7729	9.5954	-3.4247	0.0286	-0.0166	-0.0087
Si	5.8632	-1.8211	-3.4987	-0.0004	-0.0079	0.0302
Si	9.6114	1.8811	-3.5021	-0.0205	0.0214	0.0116
Si	9.6093	5.8197	-3.4017	0.022	0.0219	0.0283
Si	9.6835	9.7414	-3.2961	-0.0447	-0.0041	-0.029
Si	9.6154	-1.9427	-3.3699	-0.0073	0.0124	0.0002
Si	-1.9241	0.0583	-1.9526	0.0054	-0.0275	0.0282
Si	-1.934	3.8501	-1.911	0.0355	-0.0327	0.0252
Si	-1.8844	7.5859	-1.9461	0.0119	0.0691	0.0224
Si	-1.8863	11.5975	-1.9506	0.0224	0.0002	-0.0393
Si	1.8885	-0.1016	-2.1382	0.0041	0.0356	0.05
Si	1.9062	3.7917	-2.1335	0.0146	-0.007	0.0662
Si	1.9608	7.751	-1.9984	0.0034	-0.0532	0.0893
Si	1.9546	11.5417	-1.9926	-0.0559	0.0004	-0.004
Si	5.7887	0.1506	-2.1312	-0.0309	-0.034	0.0526
Si	5.7967	3.812	-1.9302	0.0026	-0.0193	0.0253
Si	5.8214	7.6644	-1.9836	0.0358	0.0741	0.0831
Si	5.8381	11.6348	-2.2772	-0.0101	0.0225	0.0349
Si	9.6237	-0.0434	-2.0474	0.0035	0.0396	0.0186
Si	9.6137	3.8297	-2.1547	0.0037	-0.0443	0.0552
Si	9.6459	7.7923	-2.0248	-0.0013	-0.0642	0.0638
Si	9.6253	11.66	-1.8962	0.0509	0.0062	0.0018
Si	0.0636	-0.0505	-0.6423	0.0015	0.0122	0.0017
Si	0.0971	3.794	-0.6005	0.031	-0.0006	-0.0151
Si	0.0644	7.6239	-0.5681	0.0009	-0.0681	-0.0325
Si	0.0482	11.571	-0.5777	-0.0338	0.0211	0.0677
Si	3.8169	0.0313	-0.7955	0.018	0.0079	-0.0511
Si	3.769	3.7635	-0.6605	-0.0287	0.0167	-0.0024
Si	3.9047	7.7336	-0.5591	-0.0132	0.0049	-0.0399
Si	4.0061	11.6034	-0.8531	0.0306	0.015	-0.0181
Si	7.6702	0.0705	-0.7221	-0.0219	-0.0135	-0.0274
Si	7.8042	3.8517	-0.607	0.0337	0.0342	0.0311
Si	7.7569	7.7676	-0.5912	-0.0247	0.0487	-0.0079
Si	7.5778	-3.8071	-0.7148	-0.0816	-0.0106	0.019
Si	11.5487	0.0091	-0.6095	0.0312	0.0156	-0.0406
Si	11.4489	3.8236	-0.6815	-0.0054	0.019	-0.0036
Si	11.5713	7.6661	-0.6562	-0.0316	-0.0933	-0.0039
Si	-3.848	-3.83	-0.6198	0.0167	0.009	0.0167
Si	0.699	1.8243	0.6349	0.1192	0.0105	-0.3152
Si	0.8452	5.6979	0.6123	0.0724	0.0366	-0.3261
Si	-0.3531	9.606	0.6665	0.0303	-0.0271	-0.3652
Si	-0.2603	-1.9683	0.7437	0.1035	-0.0132	-0.4924
Si	3.1346	1.8264	0.6167	-0.0144	-0.0238	-0.0318
Si	3.2744	5.7139	0.5834	-0.1494	0.0007	-0.3093
Si	3.1206	8.6818	4.4802	-0.0445	0.0257	-0.0816
Si	4.4072	-1.9215	0.3945	-0.0071	-0.0137	0.0092
Si	8.4748	1.8899	0.5712	0.1085	0.0237	-0.3044
Si	8.3867	5.8311	0.6456	0.1856	0.0032	-0.3427
Si	7.1172	9.7365	0.613	-0.0334	-0.0384	0.0158
Si	6.8269	-1.8287	0.4124	0.0123	0.0339	-0.0751
Si	10.8851	1.9165	0.6451	0.018	0.0434	-0.0547
Si	10.8236	5.7625	0.5582	0.0108	0.0087	-0.0389
Si	-3.5493	9.6241	0.615	-0.0171	0.0264	-0.3703
Si	-3.4517	-1.9039	0.7369	-0.1739	0.0141	-0.1879
Si	-0.8013	2.0657	3.4316	-0.0305	-0.0029	-0.2003
Si	-0.7391	5.0205	3.1117	-0.1109	0.1041	-0.0609
Si	0.1421	9.074	3.5918	0.0312	-0.0383	-0.0831
Si	1.5605	-1.9942	3.4593	-0.0037	0.0217	-0.1058
Si	4.0849	1.3426	2.7347	-0.0789	0.0331	-0.3437
Si	4.1961	6.2027	3.5284	-0.043	-0.0232	-0.1734
Si	4.6761	9.7841	0.4827	0.1892	-0.1053	-0.339
Si	3.7958	-1.7992	2.6907	-0.0666	-0.0502	-0.3095
Si	7.0261	2.2388	3.2772	0.0856	-0.0554	-0.2005
Si	7.2704	5.4038	3.6083	-0.0181	-0.055	-0.2177
Si	7.5961	10.4065	2.8774	-0.0872	-0.0357	-0.4247
Si	7.7482	-1.8883	2.5243	-0.1286	-0.038	-0.2838
Si	11.5155	2.2588	2.9354	-0.008	-0.0211	-0.3061
Si	-3.5338	5.2207	2.5235	-0.1272	-0.0177	-0.308
Si	10.5228	10.2926	3.3272	-0.0287	0.0737	-0.1615
Si	10.7661	-2.0016	2.7258	0.031	-0.0561	-0.1784
Si	-0.2014	4.6812	10.7543	0.0015	-0.0938	0.0526
Si	-3.6583	1.1245	10.3463	-0.0369	-0.0986	-0.0013
Si	-2.6469	7.8078	7.0015	-0.0672	-0.0521	-0.0505
Si	3.5287	2.3157	5.5675	0.0396	0.0758	-0.048
Si	0.6188	11.2197	5.4346	-0.0626	0.0798	-0.0998
Si	9.1229	1.5264	9.6675	0.0682	-0.1935	-0.0117
Si	4.7032	10.838	3.397	0.1518	-0.031	-0.2824
Si	-3.4673	10.5305	5.9459	-0.032	-0.0357	-0.0433
Si	-2.3152	5.9948	9.2981	-0.0012	0.0572	-0.0003
Si	-1.7911	6.7325	4.234	0.0856	-0.1407	-0.1259
Si	5.1588	-1.7926	11.6067	0.0508	-0.0121	0.1924
Si	-0.0345	-0.1597	5.4693	0.046	-0.0369	-0.1202
Si	3.5818	-1.4882	9.1902	0.0275	-0.003	0.0143
Si	3.1897	5.0914	6.2498	0.0987	-0.0317	-0.1009
Si	-1.6948	-2.785	9.554	-0.0534	-0.0503	0.1005
Si	1.8457	2.373	10.1805	-0.0811	0.0005	0.1131
Si	1.6105	7.0227	11.3611	0.007	-0.0342	0.1223
Si	4.6538	3.1277	11.4947	0.0081	-0.0223	0.1346
Si	10.7772	-0.1554	7.9096	-0.1026	0.1034	0.0628
Si	6.3315	-0.8244	7.9046	0.0388	0.0418	0.02
Si	-3.1236	7.6309	11.7435	-0.0316	-0.0428	0.0934
Si	7.2928	8.3811	7.7101	0.0196	0.0028	0.0477
Si	9.8247	10.2528	8.0347	0.0708	0.0283	-0.0176
Si	-1.7435	2.4408	12.138	0.0705	0.0264	0.1147
Si	-3.4925	10.1541	10.2041	-0.0028	0.1143	0.1261
Si	5.6927	3.775	6.906	-0.1218	-0.0125	-0.0518
Si	1.9968	9.7877	7.7756	0.087	-0.0453	-0.0339
Si	1.3089	-3.5746	9.7864	0.0062	0.0043	0.0079
Si	0.8272	0.9824	12.6224	0.0224	0.0706	0.1612
Si	2.663	6.9887	8.4902	0.0359	0.1078	-0.0449
Si	4.4593	8.7028	7.2379	-0.128	0.0204	-0.0389
Si	10.5905	0.0096	4.9294	-0.0747	0.0293	-0.1296
Si	8.6845	4.9663	12.6709	-0.0345	0.0865	0.207
Si	8.1514	-0.9594	11.3398	-0.0056	0.0364	0.0897
Si	8.9757	-2.369	8.8888	-0.0178	0.1453	0.0136
Si	8.1234	5.5828	6.4383	-0.0466	0.0645	-0.0635
Si	-3.2142	-1.3499	11.9921	0.095	-0.0848	0.1219
Si	10.9516	-3.9641	12.6657	0.1792	-0.0321	0.223
Si	-1.5899	-2.5377	6.5206	0.1076	-0.0808	-0.0113
Si	1.9948	0.7402	7.6235	-0.0238	0.0388	-0.0617
Si	5.6806	5.7393	12.1279	0.1435	-0.0025	0.1723
Si	2.0371	9.941	11.9573	0.0485	0.0423	0.1176
Si	6.4096	2.0996	9.3261	0.0028	-0.0662	-0.0338
Si	7.4549	-0.1678	5.028	0.0873	-0.0405	-0.1185
Si	5.0743	10.6508	11.9614	-0.0629	0.0107	0.1355
Si	6.7716	8.2928	10.8268	0.0363	-0.0639	0.0565
Si	10.5837	6.2113	8.0022	0.0786	0.0765	0.0554
Si	9.5478	6.9443	10.8384	0.0066	-0.0562	0.0493
O	0.4353	7.0439	14.7445	-0.012	0.1042	-0.0958
O	10.039	-1.2442	14.9704	0.0403	-0.0752	-0.0595
O	0.1233	1.611	2.1736	0.0013	-0.102	0.1352
O	0.5244	5.5722	2.2398	0.1098	0.0569	0.1933
O	0.469	9.6022	2.0873	0.1595	0.065	0.1047
O	1.5302	8.4652	4.1974	0.0393	-0.1245	0.062
O	0.5835	-2.0138	2.1413	0.1649	0.0018	0.2259
O	5.558	2.0204	2.6335	-0.0387	0.0688	-0.0711
O	3.8337	5.472	2.1247	0.0796	-0.0802	0.1688
O	5.7596	5.9418	3.8629	0.0386	0.0488	0.0948
O	4.1623	10.3177	1.9529	-0.187	0.0599	0.0518
O	8.1017	1.7387	2.1692	-0.0174	-0.0112	0.2058
O	7.8594	5.9663	2.2057	-0.0888	0.0778	0.1938
O	8.964	9.8222	3.582	0.0163	-0.1889	0.2125
O	9.2961	-1.3708	2.3595	0.0943	0.1391	-0.1349
O	-2.3625	1.9156	3.022	-0.0074	-0.094	-0.0205
O	-1.9983	4.7935	2.0346	0.0925	-0.0491	-0.0546
O	-1.9592	9.6434	1.0529	-0.0036	-0.0241	0.1551
O	-1.8475	-1.913	1.1693	-0.1028	0.0408	0.1819
O	-2.2895	-1.1572	13.3165	0.1606	0.1498	-0.1801
O	-2.8842	2.6129	13.282	-0.147	-0.1026	-0.0915
O	-2.7383	4.9997	14.2907	-0.0287	0.0261	-0.1279
O	-2.6526	7.48	13.2958	0.0599	0.1472	-0.1412
O	11.0819	-2.3701	12.4426	-0.2144	0.1111	-0.0566
O	-3.1526	10.9572	13.4269	0.0452	-0.1486	-0.2418
O	1.5972	9.9613	13.5212	-0.0471	-0.132	-0.1044
O	1.3492	-2.9374	14.2243	0.0067	0.0212	-0.1654
O	1.1862	-0.4741	13.2478	0.0057	-0.0396	-0.2392
O	1.5943	2.128	13.4898	0.1248	-0.0508	-0.0811
O	-2.373	-4.2668	9.6388	0.0687	-0.0973	-0.0648
O	2.3196	6.7748	12.8187	0.1397	0.0789	-0.1549
O	1.5022	-4.1431	11.292	-0.0862	0.116	0.0709
O	4.9419	-1.5306	13.1964	-0.0771	-0.1067	-0.1204
O	5.1556	0.8574	14.2804	0.0126	0.0231	-0.123
O	4.7041	3.051	13.1185	-0.0387	0.0583	-0.1221
O	5.8482	2.232	10.8432	0.088	-0.1049	0.065
O	7.2114	4.248	6.628	0.1242	-0.1123	0.032
O	5.0833	6.0561	13.6064	-0.0778	-0.1109	-0.0839
O	5.2707	11.0521	13.5213	0.0527	0.1939	-0.1083
O	5.2331	8.616	14.3952	-0.0328	0.0074	-0.1495
O	6.5708	-1.1925	11.1184	-0.0284	0.0525	-0.1065
O	6.2952	9.7053	11.4638	0.1288	0.0355	-0.0658
O	9.0287	1.0894	14.1957	0.0766	0.0629	-0.1294
O	8.4339	-1.1198	12.9164	0.017	-0.1506	-0.1174
O	1.0682	3.7766	10.356	0.0904	0.0717	-0.0996
O	9.1373	3.5253	13.2508	0.0633	-0.0427	-0.2305
O	9.1216	6.1065	13.7345	0.0831	-0.0372	-0.1205
O	5.1013	-3.3742	11.2064	0.0278	-0.0559	-0.1946
O	-0.4026	3.5958	3.8104	0.0746	0.0701	0.2717
O	1.0809	-0.8052	4.4707	0.0791	0.0944	0.0545
O	-1.9603	7.3309	8.4091	0.2086	0.1447	0.0336
O	1.4408	-3.366	4.331	0.1211	-0.0973	0.055
O	3.2851	2.0045	3.9952	-0.1653	0.0697	0.0965
O	4.2686	-0.2599	3.0651	0.0087	-0.0083	0.1295
O	3.2255	5.6945	4.733	-0.1577	-0.041	0.0205
O	3.9164	7.7975	3.3576	0.0801	0.0589	-0.1182
O	3.6245	10.2263	4.4237	-0.1025	0.1388	0.1988
O	4.6946	-2.9962	3.4268	0.0034	0.0557	0.213
O	7.237	1.3856	4.6272	-0.0139	0.1119	0.2181
O	7.2632	3.7958	3.5682	0.0171	0.0064	0.0974
O	8.2179	5.8866	4.8386	0.1811	0.1229	0.0167
O	-1.0825	8.0197	3.5208	-0.0589	0.0451	-0.071
O	7.8132	-3.4608	2.8846	0.026	-0.0164	0.1432
O	9.4665	0.7668	8.258	-0.1285	0.0842	-0.1592
O	10.7212	1.4129	4.0972	-0.0672	0.0569	0.1911
O	1.3638	8.6299	11.2677	-0.1503	0.0598	-0.1291
O	11.2775	3.8705	3.2236	-0.1603	0.0131	0.1973
O	-3.3107	6.4283	3.6306	-0.0912	0.1638	0.182
O	10.6218	-3.5694	3.1274	0.025	0.016	0.0967
O	-3.9076	9.9074	4.5043	0.1153	-0.1447	0.0442
O	7.478	6.8618	7.1908	-0.0749	0.002	0.0296
O	11.2905	-1.1602	4.0277	0.1893	0.0002	0.1729
O	10.5205	2.1189	10.2474	0.0076	0.3055	0.1019
O	-0.995	3.864	11.9193	-0.0112	0.1397	0.0473
O	4.7213	5.0663	6.8128	0.1002	0.1641	0.1163
O	5.1036	2.7007	5.8148	0.1736	-0.1103	-0.0838
O	1.5721	10.2387	6.2832	0.0612	-0.0585	-0.0164
O	-0.1739	-3.3434	6.4903	0.0724	0.0135	0.1338
O	0.6296	0.2302	6.9026	-0.0837	0.0064	0.151
O	-3.8975	0.0531	11.5533	-0.113	0.0507	0.0889
O	0.2493	6.1304	11.348	-0.1249	0.0535	0.0317
O	3.6294	9.99	7.8271	0.1734	0.2397	0.1038
O	9.0468	-0.3706	5.2899	0.0045	-0.0648	0.1293
O	6.5244	-0.5249	6.3091	-0.1272	-0.0376	-0.0065
O	9.7802	6.9265	9.2307	-0.08	0.0414	-0.0625
O	10.9848	9.6242	9.0182	-0.0307	-0.11	-0.0198
O	8.6865	9.1935	7.5564	0.0256	0.0212	-0.0877
O	-1.8808	6.9925	5.825	0.1384	-0.1132	0.1228
O	10.7322	7.6315	11.6889	-0.105	0.1154	0.091
O	10.6096	10.8027	6.7337	-0.1274	0.1225	-0.0418
O	-1.0996	4.9274	9.4075	0.025	-0.1105	-0.2344
O	-3.6481	5.3332	8.612	-0.0309	-0.3047	-0.0064
O	-2.0042	-2.2118	8.0571	-0.0825	0.1196	0.0208
O	-2.3416	-1.8783	10.7304	0.1242	0.0207	-0.1139
O	6.3233	0.5894	8.7247	-0.0365	-0.0155	-0.0044
O	9.054	-3.9698	8.7037	-0.1298	-0.0264	0.0692
O	2.625	3.5762	6.0585	-0.28	0.0132	0.0462
O	2.3111	5.8238	7.3973	-0.1957	-0.0703	0.043
O	5.7693	7.1222	11.3061	-0.1406	0.0441	-0.1151
O	1.1365	10.6294	8.8258	-0.1443	-0.0705	0.0081
O	1.7585	2.0169	8.6002	-0.0626	0.12	-0.0668
O	4.7884	4.7292	11.2287	-0.1141	0.1151	-0.216
O	2.5915	-0.3921	8.5789	-0.0449	-0.0396	0.0442
O	9.5858	5.3121	7.0995	0.0705	-0.2079	-0.0604
O	6.7907	8.434	9.2344	-0.0741	0.0318	-0.0383
O	8.9946	-2.0529	10.4861	0.0876	-0.1801	0.0536
O	10.2877	-1.6931	8.1716	0.0922	-0.1638	-0.0599
O	8.5337	0.5117	10.7916	-0.0466	0.0804	0.1083
O	9.1613	8.7123	14.4035	-0.0025	0.0199	-0.1631
O	7.5835	-1.7802	8.2987	-0.0807	-0.0987	-0.0644
O	-2.343	1.9906	10.6981	0.0503	0.0709	-0.2163
O	-0.5564	1.1846	4.751	-0.0326	0.0411	0.1627
O	10.9144	10.8228	11.2336	-0.1923	-0.0322	-0.1314
O	-0.7624	1.2839	12.7223	-0.1303	-0.1315	0.0389
O	3.657	9.8749	11.7572	0.0212	-0.1244	-0.1199
O	1.4942	4.6898	14.1328	-0.0452	0.0215	-0.1355
O	3.329	2.5878	10.7663	0.0286	-0.0139	-0.0654
O	4.0104	-1.0681	10.7093	-0.1082	0.148	0.0622
O	7.0406	-1.1008	3.759	-0.1759	0.0229	0.1496
O	11.3101	0.0712	6.3929	0.205	0.0464	0.0279
O	5.571	3.1066	8.3764	-0.0703	0.0685	0.085
O	3.0958	1.0494	6.4693	0.0862	-0.1541	-0.0165
O	4.2149	7.4928	8.3152	0.161	-0.1215	0.1659
O	9.4055	5.3746	11.2761	0.0761	-0.1847	-0.1847
O	7.9664	2.606	9.3568	0.0629	0.2495	-0.0433
O	-2.603	6.3863	10.8482	0.0462	-0.1147	0.0812
O	1.2201	1.1388	11.0552	0.0113	-0.1729	-0.1537
O	9.5931	-4.2962	13.5012	-0.1423	0.0938	-0.1716
O	8.2662	7.8429	11.2629	0.0376	0.1358	0.092
O	-0.3749	10.2861	4.5469	-0.2053	0.0181	0.0378
O	6.0128	9.0188	6.9031	0.0897	0.1248	-0.129
O	-2.6915	-3.5095	5.8124	-0.071	0.0576	-0.0954
O	-3.5136	0.3209	8.9324	0.2272	-0.0425	-0.1161
O	2.6523	-2.818	9.2821	0.0638	-0.0407	-0.0735
O	3.6442	8.1622	5.9249	-0.0098	-0.135	0.0357
O	11.2472	7.3683	7.0544	-0.165	0.0519	-0.1273
O	2.4532	6.5576	10.0424	0.1144	-0.1343	-0.0119
O	1.6714	8.2269	8.097	-0.2647	-0.0571	0.0144
O	7.0933	4.9858	12.409	-0.0444	-0.1141	-0.0568
O	-2.5517	9.4086	6.715	0.1466	0.0653	0.0766
O	10.9925	9.5451	1.9654	-0.0941	-0.1351	0.1326
O	4.9235	-1.5973	8.2468	0.0096	-0.1374	-0.1292
O	6.1869	10.2034	3.701	0.0193	-0.101	0.2702
O	-0.0803	-2.742	9.7543	0.0347	0.1274	0.0587
O	-1.3084	-1.1566	5.7055	-0.1912	0.0391	-0.0359
O	-2.6555	8.9971	10.9912	0.2025	0.0654	-0.0372

Results
free energy: -194947.152 eV
free energy less fixed offsets of O -569.03, Si -635.61 eV per atom: -1.412 eV

The program warned: the cutoff lies below the one the program advises for these potential files.
